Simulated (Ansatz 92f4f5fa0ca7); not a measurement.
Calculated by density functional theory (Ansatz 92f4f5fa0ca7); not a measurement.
Periodic cell of 208 atoms, Si128O80, from a study of silicon, its oxide and their interface. The atomic structure is a simulated model.
This geometry differs little from another in the collection (a relaxation step or a small displacement).

Settings
functional: r2SCAN
potential files: Ansatz PAW
basis: plane waves
wave-function cutoff: 800 eV
density cutoff ratio: 5
exchange-correlation grid ratio: 1
k mesh: 1 x 1 x 1, shifted by 0.5 0.5 0 of a step
self-consistency stop: 1e-10 eV per atom in the density residual
occupations: fixed
spin: none
net charge: 0

Cell vectors (angstrom)
a, 10.88, 0, 0
b, 0, 10.88, 0
c, 4.175, -4.5406, 30.61

Atoms: element, x, y, z (angstrom)
Si, 1.1231, -1.0112, 0.1784
Si, 3.7848, 1.6483, 0.2599
Si, 1.6029, 3.809, 0.1369
Si, 4.4135, -4.3533, 0.1033
Si, -3.863, -1.6668, 0.0043
Si, -1.1324, 1.1065, 0.0348
Si, 6.5759, 4.2846, -0.0114
Si, -1.6288, -3.8619, -0.0353
Si, 2.6426, 0.0866, 1.5488
Si, 5.4322, 2.7928, 1.4247
Si, 2.7651, -5.4569, 1.3795
Si, 5.4964, -2.7631, 1.4184
Si, -2.7246, -0.0525, 1.3179
Si, 0.0004, 2.6697, 1.3977
Si, 8.1369, 5.451, 1.3178
Si, -0.046, -2.7028, 1.3114
Si, 1.3052, 1.405, 2.8965
Si, 4.0925, 4.1172, 2.8243
Si, 1.3527, -4.0634, 2.656
Si, 4.0795, -1.3647, 2.7056
Si, 6.8015, 1.3468, 2.6731
Si, 9.5066, 4.0871, 2.6629
Si, 6.8317, 6.776, 2.7915
Si, -1.38, -1.3741, 2.7491
Si, -0.045, -0.0152, 4.1477
Si, 2.7204, 2.7572, 4.1655
Si, -0.0068, -5.433, 4.027
Si, 2.7069, -2.716, 4.0521
Si, 5.437, 0.0005, 4.056
Si, 8.1559, 2.7227, 4.0365
Si, 5.4535, 5.4603, 4.1544
Si, 8.1695, -2.7277, 4.1244
Si, 1.3084, -1.3553, 10.8577
Si, 4.0727, 1.3862, 10.8447
Si, 1.3938, 4.0866, 10.8861
Si, 4.0661, -4.0932, 10.8715
Si, 6.8155, -1.3556, 10.8883
Si, -1.3689, 1.3339, 10.8939
Si, 6.761, 4.0529, 10.8013
Si, -1.3345, -4.0161, 10.8139
Si, 2.619, 0.0875, 12.1442
Si, 5.4989, 2.6509, 12.2265
Si, 2.7499, 5.4318, 12.2829
Si, 5.4189, -2.7141, 12.2003
Si, -2.7105, -0.0247, 12.3001
Si, 0.0177, 2.7117, 12.2006
Si, 8.0872, 5.5242, 12.0206
Si, 0.0143, -2.7299, 12.2795
Si, 1.3238, 1.3986, 13.6676
Si, 4.1603, 4.0352, 13.5515
Si, 1.4017, -4.106, 13.6904
Si, 4.0014, -1.2888, 13.3939
Si, -4.0526, 1.2877, 13.7227
Si, -1.4325, 4.1612, 13.2797
Si, 6.788, -4.0853, 13.5216
Si, -1.3582, -1.3683, 13.675
Si, 0.2203, -0.225, 15.0059
Si, 3.0197, 2.5093, 14.8811
Si, -0.3435, -5.2727, 14.7433
Si, 2.5419, -2.3847, 14.8418
Si, 5.0958, 0.1246, 14.8982
Si, -2.8054, 3.0076, 14.7543
Si, 5.7822, 5.1308, 14.8284
Si, -2.5317, -3.0092, 14.8903
Si, 4.0832, -0.3059, -6.7437
Si, -0.8767, 3.613, 16.9252
Si, -1.8622, 1.8574, -4.8692
Si, 0.3721, -5.1441, -1.9992
Si, -0.3566, -0.6013, 17.9023
Si, 6.8005, 1.0615, -6.8841
Si, 1.9198, 2.7554, 17.6382
Si, 3.4066, 5.2474, -6.4598
Si, -2.4644, -2.6052, 17.8228
Si, 5.2504, -4.676, 17.7221
Si, 5.5276, 0.2006, -1.9863
Si, 0.3257, -0.9744, -8.4724
Si, 3.2218, -0.7847, -3.8441
Si, 0.0536, -2.5172, -5.9195
Si, -0.1541, 3.5226, -6.9725
Si, -2.4218, -3.3197, -7.4372
Si, -2.6798, 3.9218, 21.5132
Si, 8.0724, 5.3476, 18.7494
Si, 0.9931, -5.2768, -4.97
Si, 6.4112, 1.4839, 21.3757
Si, 1.7421, 1.2161, -7.3324
Si, 5.7333, -4.4003, -7.5557
Si, 5.2593, 3.5774, -7.9127
Si, 3.3483, 0.8612, 21.4325
Si, 1.7085, -5.1202, 21.8415
Si, 7.8286, 2.3532, -2.1767
Si, 2.585, -2.8532, -1.8597
Si, 4.4893, -1.8784, 17.1215
Si, 0.571, 0.1076, -4.583
Si, 2.4822, -0.0668, 18.6182
Si, -2.5196, -0.5687, 19.9111
Si, 3.1508, 4.9073, 19.5419
Si, 1.3604, -1.3708, 5.4508
Si, 4.0862, 1.348, 5.4533
Si, 1.3335, -6.757, 5.4501
Si, 4.0638, -4.0485, 5.446
Si, 6.7816, -1.3542, 5.4357
Si, 9.4854, 1.3837, 5.4486
Si, 6.8154, 4.0614, 5.4501
Si, -1.3422, 6.7841, 5.4438
Si, 2.718, -0.005, 6.8138
Si, 5.446, 2.7112, 6.8016
Si, 2.6964, -5.4019, 6.7871
Si, 5.4256, -2.7043, 6.8083
Si, 8.1228, 0.023, 6.7824
Si, -0.009, 2.7334, 6.7984
Si, -2.7074, 5.4284, 6.8088
Si, 0.0034, -2.7304, 6.8026
Si, 1.3507, 1.369, 8.1598
Si, 4.0581, 4.0968, 8.0991
Si, 1.3606, -4.0688, 8.1735
Si, 4.0745, -1.3606, 8.1792
Si, 6.7871, 1.3546, 8.1736
Si, -1.3495, 4.0783, 8.1758
Si, 6.7956, -4.0788, 8.1505
Si, 9.4993, -1.3371, 8.1006
Si, -0.0381, -0.0074, 9.4886
Si, 2.7332, 2.7521, 9.4851
Si, 0.0188, -5.4381, 9.5264
Si, 2.7064, -2.7125, 9.5361
Si, 5.4336, -0.0052, 9.5344
Si, 8.1704, 2.7026, 9.5129
Si, 5.4011, 5.4296, 9.4759
Si, 8.1635, -2.68, 9.4759
O, -2.4738, 4.8909, 20.2524
O, 4.0923, 1.3472, 15.3422
O, 8.1388, -2.752, -0.5274
O, -1.7474, 2.6232, 15.9586
O, -1.8287, 1.7593, -1.2905
O, 3.4075, -2.6766, 16.1981
O, 1.1801, 2.7212, -7.465
O, -1.0263, -4.6036, -1.3783
O, -1.4007, -4.1346, 15.2411
O, 7.2033, 3.6234, -1.3795
O, -0.3045, 0.2288, 16.4982
O, 6.252, -1.0881, -1.3237
O, 6.9395, 4.0639, 15.3146
O, 4.5929, -0.1867, -3.2391
O, 7.8418, 1.0372, -5.6411
O, -0.8683, 4.043, -8.308
O, 5.3629, -0.8245, 16.2229
O, 4.8479, 1.3258, 21.0401
O, 0.0129, 0.027, -0.4605
O, 2.4754, 3.2981, 16.2127
O, 7.1055, -3.9581, -6.8525
O, 4.5193, 0.8681, -0.9418
O, 2.5547, 0.5146, 20.0994
O, 4.2334, 4.6009, 20.7307
O, -1.4362, 2.9275, 21.8501
O, 6.8857, 3.0219, 21.2148
O, -2.0074, -1.3916, 21.2311
O, 1.4167, -3.9361, -1.9109
O, 7.7049, -2.6385, 16.3577
O, -1.4857, -2.9232, -6.1895
O, 3.8736, -3.5519, -1.2061
O, 5.1547, -5.1171, 16.1787
O, -1.2905, 0.0951, 19.0519
O, 0.2988, 5.2881, -3.5475
O, 2.42, -5.2809, -7.6907
O, 5.986, 5.005, -8.1734
O, 0.9173, -3.7208, -5.3238
O, 3.8603, -5.0741, 18.4256
O, 7.3862, 0.5427, -8.3011
O, 2.5939, 3.5519, 18.8729
O, 3.415, -0.9169, -5.4247
O, -0.0463, 4.7266, 16.0818
O, -0.7198, 0.9656, -4.1247
O, 0.0654, -1.4053, -4.7637
O, -1.999, 4.3007, 17.84
O, 2.0663, -1.5816, -1.0182
O, 1.0197, 0.6457, -6.0225
O, 0.7335, -2.0324, -7.3171
O, 6.4781, 5.4148, 18.4337
O, 2.3877, 1.2152, 17.6469
O, 1.8731, 0.1258, -3.5981
O, 2.7114, 2.7142, -0.387
O, 3.8522, -1.4427, -7.8404
O, 3.7381, -1.0117, 18.2631
O, 1.1139, -0.8905, 18.4748
O, 2.9836, -2.2882, -3.3051
O, 4.0921, 3.826, -6.8068
O, 0.2955, 2.8501, 17.7455
O, -2.5063, 2.7437, -3.6606
O, -1.5942, -4.3, -8.4032
O, 6.6757, 1.2445, -2.4108
O, 6.2732, 2.5405, -7.2304
O, 7.9616, -2.0485, -8.295
O, 5.5593, -4.2982, 22.0167
O, 5.4688, 5.4071, -0.4735
O, -0.9731, -2.0489, 17.5656
O, -1.0618, -0.2545, -8.0288
O, 3.3438, 1.0877, -7.1644
O, 2.5625, 5.1757, -5.0806
O, 7.6642, -1.6178, 18.8785
O, 5.3802, -3.0524, 17.808
O, 7.3064, 0.5585, 20.3865
O, 4.5733, -4.5003, -6.4174
O, -2.2681, -4.0474, 18.4893
O, 1.3889, -1.3294, 15.3187
O, 5.621, 0.0469, -6.4694
O, -1.1638, 2.6732, -6.065
O, 1.9299, -5.1448, 20.2346
O, 0.1895, 4.8107, -6.0948
O, 0.8813, 4.4518, -1.1743

Results
free energy: -127504.237 eV
free energy less fixed offsets of O -570.45, Si -639.56 eV per atom: -4.557 eV

Forces (eV/angstrom), in the order of the atoms: element, x, y, z
Si, -0.0004, 0.0006, -0.0021
Si, 0.0012, -0.0014, -0.0043
Si, 0.0001, 0, -0.0037
Si, -0.0003, 0.0008, -0.0024
Si, -0.0003, -0.0001, -0.0017
Si, 0.0005, -0.0004, -0.0026
Si, -0.0005, -0.0004, -0.0031
Si, -0.0009, -0.0005, -0.0038
Si, -0.0004, 0, -0.0007
Si, -0.0002, 0.0011, -0.0004
Si, -0.0004, 0.0012, -0.0013
Si, -0.0003, 0.0008, 0.0013
Si, -0.001, 0.0001, 0.0004
Si, -0.0016, 0.0005, -0.0002
Si, -0.0005, -0.0005, 0.0005
Si, 0.0001, 0, -0.0008
Si, -0.0011, 0.0005, -0.0014
Si, -0.0008, 0.0004, -0.0008
Si, -0.0015, 0.0003, 0.0005
Si, -0.0009, -0.0005, -0.0013
Si, -0.0009, -0.0002, 0.0002
Si, -0.0011, -0.0001, 0.0004
Si, -0.0009, 0, -0.0015
Si, -0.0004, 0, 0.0012
Si, -0.0013, 0, 0.0012
Si, -0.001, 0.0004, 0.0008
Si, -0.0006, 0.0007, -0.0002
Si, -0.0011, 0, 0.0003
Si, -0.0006, 0.0003, 0.0005
Si, -0.0009, -0.0004, 0
Si, -0.0009, 0.0004, 0.0007
Si, -0.0004, 0.0003, 0.0001
Si, -0.0011, -0.0007, -0.0011
Si, 0.0004, 0.0007, -0.0009
Si, -0.0002, -0.0001, 0.0002
Si, -0.0005, 0.0002, -0.0006
Si, -0.0001, 0.0005, 0
Si, -0.0006, -0.0001, 0.0004
Si, -0.0012, -0.0007, 0.0004
Si, 0, 0.0015, 0.0005
Si, 0.0001, 0.0002, 0.0008
Si, 0, 0.0001, 0.0014
Si, -0.0005, 0, -0.0007
Si, -0.0006, 0, 0.0002
Si, -0.0004, -0.0005, 0.0006
Si, -0.0002, -0.0002, 0.0001
Si, -0.0009, 0, 0.0008
Si, -0.0003, -0.0002, 0
Si, -0.0006, 0.0003, 0.0006
Si, 0.0003, 0.0008, 0.0005
Si, 0, 0, -0.0015
Si, -0.0003, 0.0002, -0.0014
Si, -0.001, -0.0006, 0.001
Si, 0.0001, 0.0007, 0.0005
Si, -0.0004, -0.0002, 0.0004
Si, -0.0009, 0.0004, -0.0009
Si, -0.0003, 0.0009, 0.0017
Si, -0.0017, 0, 0.0037
Si, -0.0008, -0.0025, 0.0016
Si, 0.0006, 0.0014, 0.0023
Si, -0.0006, -0.0008, 0.0004
Si, 0.0003, 0.0004, 0.0015
Si, 0.0009, 0.0011, 0.0025
Si, -0.002, -0.0002, 0.0017
Si, -0.0008, 0.0001, -0.0001
Si, -0.0004, -0.0001, 0.0001
Si, -0.0004, 0.0004, -0.0013
Si, -0.001, -0.0004, -0.0022
Si, -0.0002, -0.0003, 0.0009
Si, -0.0002, 0.0001, 0.001
Si, -0.001, 0.0011, 0.0005
Si, -0.0001, -0.0004, 0.0008
Si, -0.0001, 0, 0.0006
Si, -0.0019, -0.0025, 0.0001
Si, -0.004, 0.0011, -0.0009
Si, -0.0006, 0.0002, 0.0008
Si, -0.001, -0.0016, -0.0013
Si, -0.0012, -0.0002, 0.0008
Si, -0.0001, 0.0002, 0.0013
Si, -0.0001, -0.0005, 0.0011
Si, -0.0004, -0.0004, 0.0005
Si, -0.0004, 0.0002, 0.0008
Si, -0.0001, 0.0007, -0.0005
Si, 0.0006, 0.0001, 0.0002
Si, -0.0005, 0.0002, 0.0004
Si, 0.0001, -0.0006, -0.0002
Si, 0.0002, 0, 0.0012
Si, -0.0012, -0.0007, 0.001
Si, 0.0004, -0.0004, 0.0003
Si, -0.0008, 0.0011, -0.0018
Si, 0.0012, 0.0017, -0.0005
Si, -0.0003, 0.0003, 0.0022
Si, -0.0009, -0.0004, -0.0008
Si, 0.0007, 0.0016, 0.0026
Si, -0.0003, -0.0004, 0.0012
Si, -0.0004, 0.0003, 0.0014
Si, -0.0005, 0, -0.0004
Si, -0.0008, -0.0002, -0.0004
Si, -0.0009, -0.0001, -0.0005
Si, -0.0006, 0.0006, -0.0008
Si, -0.0006, 0.0006, -0.0005
Si, -0.0004, 0.0006, -0.0003
Si, -0.001, 0.0006, -0.0004
Si, -0.0011, -0.0003, -0.0005
Si, -0.0007, 0.0003, -0.0001
Si, -0.0011, 0.0003, 0.0003
Si, 0, 0, -0.0004
Si, 0.0002, -0.0001, -0.0004
Si, -0.0004, 0.0001, -0.0002
Si, -0.0003, 0.0002, -0.0004
Si, -0.001, 0.0005, -0.0004
Si, -0.0005, 0.0005, 0.0004
Si, -0.0003, -0.0003, 0.0006
Si, -0.0001, 0.0001, -0.0002
Si, -0.0007, 0.0001, 0.0003
Si, -0.0004, 0.0001, 0.0005
Si, 0, -0.0001, 0.0003
Si, -0.0007, 0.0001, 0.0007
Si, -0.0005, 0.0004, 0.0004
Si, 0.0001, -0.0001, 0
Si, -0.0006, -0.0002, 0.0007
Si, -0.0006, 0.0005, 0.0004
Si, -0.0005, 0.0004, -0.0004
Si, -0.0004, 0, -0.0004
Si, 0.0002, -0.0001, -0.0004
Si, -0.0006, -0.0006, 0.0001
Si, -0.001, 0, 0.0004
Si, -0.0006, 0.0004, 0.0006
O, -0.0006, 0.0003, -0.0023
O, 0.0001, 0.0004, -0.0013
O, -0.0009, 0.001, 0.002
O, 0.0003, 0.0005, 0.0005
O, -0.0013, -0.0002, 0.0035
O, -0.0007, -0.0002, -0.0032
O, 0.0011, -0.0004, 0.0002
O, -0.0006, -0.0002, 0.0024
O, 0.001, -0.0008, -0.0008
O, -0.0007, -0.0001, 0.002
O, -0.0003, -0.0011, -0.0005
O, 0.0002, -0.0006, 0
O, -0.0003, 0.0006, 0.0003
O, 0.001, -0.0009, 0.0024
O, 0.0001, 0.0005, 0.0003
O, -0.0002, 0.0017, -0.0015
O, 0.0005, -0.0005, 0.0001
O, -0.0003, 0.0001, 0.0003
O, -0.0002, 0.0007, 0.0005
O, 0, -0.0007, -0.0027
O, 0.0004, -0.0007, -0.0016
O, -0.0013, 0.0015, 0.0007
O, 0, -0.0039, -0.0026
O, -0.0002, 0.0001, -0.0006
O, -0.0008, 0.0003, -0.0015
O, 0.0016, 0.0003, 0.0025
O, -0.0003, -0.0003, -0.0009
O, 0.0012, -0.0011, 0.005
O, 0.002, 0.0002, -0.0008
O, 0.001, -0.0017, -0.0018
O, -0.0002, -0.0003, 0.0018
O, -0.001, 0.0001, -0.0003
O, 0.0006, -0.0007, -0.0012
O, 0.0017, 0.003, 0.0021
O, 0.0003, -0.0004, -0.0006
O, -0.0001, -0.0002, -0.0007
O, -0.0011, -0.001, -0.0005
O, 0.0026, 0.0013, -0.0015
O, -0.0004, -0.002, 0
O, -0.0008, -0.0006, -0.0016
O, -0.0002, 0.0002, 0.0005
O, -0.001, 0.0001, -0.0015
O, 0.0002, -0.0004, -0.0005
O, 0.0009, -0.0008, -0.0011
O, -0.0013, 0.0015, 0.0014
O, -0.0019, -0.0002, 0.0004
O, -0.0005, -0.0009, -0.0011
O, -0.0009, 0.0013, -0.0004
O, 0.0024, 0.002, 0.0002
O, 0.0006, -0.0024, 0.0016
O, 0, -0.0013, 0.0002
O, -0.0011, 0.0002, 0.0008
O, 0.0012, 0.0008, 0
O, -0.0009, 0.0008, -0.0012
O, -0.0008, 0.0007, -0.0024
O, -0.0006, -0.0004, 0.0004
O, 0.0006, 0.0006, -0.0017
O, 0.0013, -0.0008, 0.0001
O, -0.0004, -0.0007, 0.0011
O, 0.0006, -0.0012, 0
O, -0.0017, -0.0001, 0.0031
O, -0.0012, 0.0003, -0.0006
O, 0.0018, 0.0001, -0.0007
O, -0.001, 0.0008, 0.0012
O, 0, 0.0002, -0.0006
O, 0.0003, -0.0005, 0
O, 0.0002, 0.0002, -0.0007
O, 0, -0.0008, -0.0003
O, -0.0001, 0, -0.0012
O, 0.0009, -0.0005, -0.0008
O, -0.0008, -0.0009, -0.003
O, 0.0005, -0.0001, 0.0008
O, -0.0006, -0.0009, 0.0001
O, -0.0018, -0.0022, 0.0004
O, 0.0003, -0.0014, 0.0004
O, 0, 0.0002, 0.0025
O, 0.0007, 0.0006, 0.0013
O, -0.0003, -0.0003, -0.0002
O, 0.0008, 0.0007, 0.0017
O, -0.0023, 0.0012, 0.0021

The program warned: the cutoff lies below the one the program advises for these potential files; the forces do not sum to zero within the program's tolerance; empty levels may hold ghost states of the PAW files; the exchange-correlation potential is rough where the density is thin.
